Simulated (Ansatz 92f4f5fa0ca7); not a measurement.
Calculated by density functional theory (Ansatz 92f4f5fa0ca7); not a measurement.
Periodic cell of 459 atoms, Si304O155, from a study of silicon, its oxide and their interface. The atomic structure is a simulated model.
Doubt: the cutoff is far below the 930 eV that the study's wrapper takes by default for these files, so forces and energies are approximate.
This geometry differs little from another in the collection (a relaxation step or a small displacement).

Settings: functional PBE; potential files Ansatz PAW; basis plane waves; wave-function cutoff 580 eV; density cutoff ratio 5; exchange-correlation grid ratio 1; k mesh 1 x 1 x 1, Gamma-centred; self-consistency stop 5e-08 eV per atom in the density residual; occupations fixed; spin none; net charge 0.

Cell vectors (angstrom)
a 15.4691 0 0
b 0 15.4691 0
c 5.3889 4.199 34.0409

Atoms and the computed forces on them: element, x, y, z (angstrom), force x, y, z (eV/angstrom)
Si 2.267 0.436 24.011 0.005 -0.005 0.005
Si 4.702 4.147 23.864 -0.022 -0.006 -0.005
Si 4.658 8 23.827 0.015 0.015 0
Si 4.589 -3.531 23.929 0.001 0.003 0.006
Si 4.694 0.319 23.881 0.009 0 -0.006
Si 9.387 2.293 25.241 0.002 -0.001 0.023
Si 10.072 7.961 23.921 0.004 -0.009 0.01
Si 9.864 -3.478 23.857 -0.003 0.01 0.003
Si 9.922 0.365 23.993 0.019 -0.011 -0.009
Si 12.443 4.164 23.862 -0.026 0.004 0.001
Si 12.46 8.029 23.976 0.015 0.004 -0.002
Si 12.991 -1.635 25.122 -0.002 0.004 0.001
Si 12.346 0.356 24.025 -0.01 -0.002 -0.009
Si 2.283 4.156 23.874 0.017 0 -0.004
Si 2.234 8.067 23.851 -0.006 -0.016 -0.001
Si 2.169 -3.45 23.962 -0.009 -0.006 -0.007
Si 5.295 6.098 25.091 0.004 -0.009 0.018
Si 5.252 9.956 25.078 -0.003 -0.014 -0.001
Si 5.266 -1.604 25.14 0.001 0.007 0.009
Si 5.285 2.24 25.164 0.004 0.007 0.008
Si 9.399 6.102 25.203 -0.013 0 0.008
Si 9.319 9.974 25.018 0.003 -0.008 0.009
Si 9.318 -1.595 25.173 -0.001 0.012 0.01
Si 9.987 4.191 23.946 0.024 0.007 -0.014
Si 13.047 6.076 25.152 -0.005 0.003 -0.002
Si 12.993 10.009 25.152 -0.005 -0.005 0
Si 12.293 -3.558 23.883 0.015 -0.012 0.015
Si 12.997 2.288 25.221 0.006 0.002 0.015
Si 1.653 6.115 25.095 -0.006 -0.006 0.006
Si 1.586 10.01 25.088 0.001 0.019 0.011
Si 1.602 -1.532 25.192 0 -0.002 0.005
Si 1.666 2.324 25.255 -0.009 0.015 0.011
Si 3.475 6.137 26.604 0.004 0.003 -0.004
Si 3.428 9.998 26.589 -0.005 -0.003 0.008
Si 3.45 -1.568 26.654 0.003 0.005 0.007
Si 3.499 2.288 26.704 0.003 -0.003 0.002
Si 7.322 6.121 26.386 0.001 0 -0.003
Si 7.303 9.977 26.334 -0.004 0.006 0.007
Si 7.29 -1.6 26.411 -0.002 -0.003 0.003
Si 7.32 2.272 26.422 -0.01 0.001 0.006
Si 11.231 6.108 26.67 0.003 -0.004 0.003
Si 11.129 10 26.591 0.005 0.007 0.008
Si 11.173 -1.637 26.636 -0.006 -0.006 0.005
Si 11.199 2.276 26.724 -0.001 0.003 -0.004
Si 15.091 6.111 26.381 0.008 0.003 0.004
Si 15.041 10.007 26.385 -0.003 0.001 0.003
Si 15.022 -1.587 26.404 -0.001 -0.001 0.006
Si 15.059 2.279 26.435 -0.003 -0.002 -0.004
Si 3.473 4.235 27.985 -0.005 -0.004 -0.005
Si 3.452 8.073 27.939 0.005 0.005 -0.002
Si 3.442 -3.536 27.942 -0.007 0 -0.002
Si 3.465 0.343 28.002 0.003 -0.002 -0.002
Si 7.315 4.206 27.816 -0.001 -0.002 -0.004
Si 7.315 8.067 27.783 0 -0.006 0.001
Si 7.306 -3.56 27.78 0.003 0.002 0.001
Si 7.318 0.33 27.818 0.002 0.001 0
Si 11.197 4.207 28.025 -0.002 -0.003 -0.002
Si 11.185 8.075 27.948 -0.002 0.001 0.003
Si 11.161 -3.562 27.963 -0.003 -0.002 0.001
Si 11.191 0.3 27.975 -0.002 0.004 0
Si 15.065 4.208 27.825 0.001 0.001 0.002
Si 15.057 8.062 27.785 -0.003 0 0
Si 15.046 -3.532 27.801 0.005 -0.002 0.004
Si 15.046 0.335 27.82 -0.002 -0.001 0
Si 5.428 4.208 29.269 -0.001 0 0.003
Si 5.415 8.068 29.241 -0.006 0.004 0
Si 5.409 -3.541 29.24 -0.003 -0.001 -0.001
Si 5.429 0.333 29.271 -0.008 0 0
Si 9.215 4.203 29.268 0.006 0 0.002
Si 9.219 8.065 29.242 0.006 0 0.002
Si 9.202 -3.54 29.25 0.007 0.001 -0.003
Si 9.224 0.327 29.257 0.003 -0.001 0.003
Si 13.169 4.203 29.276 -0.004 0.002 0
Si 13.152 8.07 29.242 -0.002 0.004 0.001
Si 13.139 -3.541 29.246 -0.007 -0.003 -0.001
Si 13.149 0.33 29.264 -0.001 -0.002 0.001
Si 16.969 4.202 29.26 0.005 -0.001 0.003
Si 16.959 8.065 29.242 0.004 0.001 0.002
Si 16.953 -3.536 29.248 0.005 0 -0.001
Si 16.955 0.331 29.261 0.005 -0.004 0
Si 0 1.934 2.05 -0.022 -0.147 -0.042
Si 0 5.801 2.05 -0.026 0.038 -0.066
Si 0 -5.801 2.05 -0.039 0.067 -0.014
Si 0 -1.934 2.05 -0.065 0.044 -0.018
Si 3.867 1.934 2.05 0.055 -0.064 0.055
Si 3.867 5.801 2.05 0.035 -0.052 0.041
Si 3.867 -5.801 2.05 -0.02 -0.052 0.046
Si 3.867 -1.934 2.05 -0.025 0.136 0.065
Si 7.734 1.934 2.05 0.036 0.055 -0.002
Si 7.734 5.801 2.05 0.026 0.002 0.013
Si 7.734 -5.801 2.05 -0.008 -0.016 0.011
Si 7.734 -1.934 2.05 0.026 -0.009 0.015
Si 11.602 1.934 2.05 0.018 -0.105 -0.047
Si 11.602 5.801 2.05 0.003 0.018 -0.031
Si 11.602 -5.801 2.05 0.011 0.075 -0.05
Si 11.602 -1.934 2.05 0.028 -0.005 -0.008
Si -1.934 1.934 3.417 0.045 -0.607 -0.448
Si -1.934 5.801 3.417 0.227 0.285 -0.415
Si -1.934 -5.801 3.417 -0.108 0.356 -0.351
Si -1.934 -1.934 3.417 0.175 -0.181 -0.321
Si 1.934 1.934 3.417 -0.18 -0.047 0.289
Si 1.934 5.801 3.417 -0.231 -0.458 -0.012
Si 1.934 -5.801 3.417 0.044 -0.052 0.013
Si 1.934 -1.934 3.417 0.04 0.587 0.242
Si 5.801 1.934 3.417 -0.085 -0.152 0.345
Si 5.801 5.801 3.417 -0.087 0.245 0.356
Si 5.801 -5.801 3.417 0.148 0.146 0.348
Si 5.801 -1.934 3.417 0.063 -0.061 0.713
Si 9.668 1.934 3.417 -0.02 -0.113 -0.584
Si 9.668 5.801 3.417 0.027 0.193 -0.356
Si 9.668 -5.801 3.417 0.096 -0.205 -0.338
Si 9.668 -1.934 3.417 -0.158 0.081 -0.021
Si -1.937 -0.049 4.774 -0.006 -0.003 0.008
Si -1.896 3.849 4.668 -0.005 0.009 -0.002
Si -1.93 -7.702 4.73 0.008 0.011 0.002
Si -1.897 -3.856 4.782 0 -0.003 -0.007
Si 1.915 0.059 4.892 -0.003 0.006 0.004
Si 1.838 3.839 4.844 0.016 -0.003 0.001
Si 1.927 -7.774 4.755 -0.013 -0.003 0.006
Si 1.995 -3.841 4.745 0.012 -0.009 -0.011
Si 5.824 0.003 4.868 0 -0.005 -0.007
Si 5.707 3.873 4.79 -0.013 0.009 0.005
Si 5.83 -7.699 4.839 -0.008 -0.008 0.002
Si 5.833 -3.884 4.879 -0.007 0 -0.01
Si 9.631 0.032 4.769 0.002 -0.001 0.012
Si 9.661 3.86 4.7 -0.012 0.002 0.004
Si 9.693 -7.74 4.772 0.007 -0.006 -0.001
Si 9.674 -3.89 4.741 0.012 0.003 -0.01
Si -0.115 0.015 6.283 0.001 -0.002 -0.003
Si -0.154 3.718 6.236 -0.002 0.012 0
Si -0.864 5.724 7.172 0.015 -0.004 0.009
Si 0.076 -3.88 6.09 -0.013 0.011 -0.005
Si 3.909 0.116 6.298 0.004 -0.01 -0.001
Si 4.124 2.099 7.713 0 0.003 0.006
Si 3.848 -3.847 6.246 -0.002 -0.005 -0.003
Si 7.794 0.039 6.28 0.001 0.002 0.004
Si 7.861 5.739 7.371 0.007 0.001 -0.013
Si 7.825 -7.695 6.211 -0.011 0.006 -0.004
Si 7.838 -3.899 6.24 0 -0.013 0.003
Si -3.896 -0.065 6.076 0.001 -0.004 -0.02
Si -3.822 3.784 5.931 0.005 -0.001 -0.002
Si -3.993 -5.805 7.357 0.029 -0.011 0.013
Si -3.863 -3.852 6.078 -0.002 0.004 -0.011
Si -0.981 1.884 7.582 0 -0.017 0.009
Si -0.029 -7.779 6.09 0 0.008 -0.017
Si 0.591 -5.816 7.33 -0.006 -0.024 0.002
Si 0.338 -2 7.504 -0.024 0.013 0.01
Si 3.751 3.896 6.223 0 0.011 -0.029
Si 3.868 5.881 7.501 -0.001 -0.019 0.015
Si 3.825 -7.664 6.152 0.011 0.004 -0.029
Si 3.545 -1.871 7.57 0.018 0.013 0.002
Si 7.984 2.086 7.551 0.006 -0.012 -0.009
Si 7.738 3.849 6.006 0.006 0.006 -0.008
Si 8.321 -5.834 7.636 -0.037 -0.007 0.009
Si 8.497 -1.955 7.426 0 0.021 -0.005
Si -5.337 2.335 8.641 0.009 -0.01 0.013
Si -3.247 5.658 7.205 -0.011 0.014 -0.006
Si -3.825 -7.79 6.11 0.005 -0.009 -0.008
Si 3.074 -5.786 7.42 0.007 0.013 0.006
Si 6.116 2.953 8.811 -0.011 -0.02 0.006
Si 5.91 5.418 8.563 -0.024 0.021 -0.004
Si -3.449 1.894 7.269 0.005 0.004 -0.002
Si -4.494 -1.971 7.358 0.007 -0.001 0.005
Si -5.595 0.776 10.387 -0.004 0.024 0.007
Si 5.389 2.265 30.622 0.207 0.045 0.076
Si 5.389 6.133 30.622 0.222 0.108 0.041
Si 5.389 -5.469 30.622 0.173 -0.019 -0.07
Si 5.389 -1.602 30.622 0.216 -0.089 -0.019
Si 9.256 2.265 30.622 -0.219 -0.039 0.013
Si 9.256 6.133 30.622 -0.256 0.085 0.028
Si 9.256 -5.469 30.622 -0.247 -0.047 -0.057
Si 9.256 -1.602 30.622 -0.269 -0.051 -0.015
Si 13.123 2.265 30.622 0.217 -0.017 0.081
Si 13.123 6.133 30.622 0.21 0.122 0.033
Si 13.123 -5.469 30.622 0.233 -0.022 -0.032
Si 13.123 -1.602 30.622 0.194 -0.083 -0.007
Si 16.99 2.265 30.622 -0.189 0.006 0.031
Si 16.99 6.133 30.622 -0.194 0.053 -0.005
Si 16.99 -5.469 30.622 -0.206 -0.027 -0.075
Si 16.99 -1.602 30.622 -0.196 -0.04 -0.004
Si 7.323 2.265 31.989 0.016 0.008 0.059
Si 7.323 6.133 31.989 0.026 0.049 0.064
Si 7.323 -5.469 31.989 0.024 -0.014 0.052
Si 7.323 -1.602 31.989 0.031 -0.033 0.054
Si 11.19 2.265 31.989 -0.011 0.024 -0.054
Si 11.19 6.133 31.989 0.005 0.012 -0.059
Si 11.19 -5.469 31.989 -0.01 -0.014 -0.062
Si 11.19 -1.602 31.989 -0.015 -0.02 -0.054
Si 15.057 2.265 31.989 -0.027 -0.018 0.056
Si 15.057 6.133 31.989 -0.012 0.047 0.053
Si 15.057 -5.469 31.989 -0.009 -0.006 0.046
Si 15.057 -1.602 31.989 -0.006 -0.034 0.053
Si 3.455 2.265 31.989 0.009 -0.001 -0.048
Si 3.455 6.133 31.989 -0.009 0.017 -0.048
Si 3.455 -5.469 31.989 0.012 -0.01 -0.052
Si 3.455 -1.602 31.989 -0.001 -0.018 -0.048
Si 7.323 4.199 33.357 -0.022 -0.032 -0.013
Si 7.323 8.066 33.357 -0.034 -0.011 0.003
Si 7.323 -3.535 33.357 -0.02 0.034 -0.004
Si 7.323 0.332 33.357 -0.044 0 -0.009
Si 11.19 4.199 33.357 0.001 0.011 0.002
Si 11.19 8.066 33.357 0.005 -0.002 -0.005
Si 11.19 -3.535 33.357 0.015 -0.028 0.004
Si 11.19 0.332 33.357 0.015 0.008 0.008
Si 15.057 4.199 33.357 0.013 -0.013 0
Si 15.057 8.066 33.357 0.015 0.001 0.001
Si 15.057 -3.535 33.357 0.02 -0.007 0.002
Si 15.057 0.332 33.357 0.02 0.031 -0.006
Si 3.455 4.199 33.357 -0.004 -0.017 0.001
Si 3.455 8.066 33.357 -0.006 -0.005 -0.001
Si 3.455 -3.535 33.357 -0.012 0.007 0
Si 3.455 0.332 33.357 -0.005 0.032 0.003
Si 0 0 0.683 0.068 0.012 -0.013
Si 0 3.867 0.683 0.016 0.021 0.014
Si 0 -7.734 0.683 0.066 -0.031 0.002
Si 0 -3.867 0.683 0.082 -0.012 0.013
Si 3.867 0 0.683 -0.007 0.002 -0.021
Si 3.867 3.867 0.683 0.021 0.018 -0.006
Si 3.867 -7.734 0.683 -0.046 0.011 -0.011
Si 3.867 -3.867 0.683 -0.031 -0.021 0.006
Si 7.734 0 0.683 -0.048 0.005 -0.001
Si 7.734 3.867 0.683 -0.023 -0.017 -0.008
Si 7.734 -7.734 0.683 -0.029 0.014 0.001
Si 7.734 -3.867 0.683 0.015 -0.012 -0.011
Si 11.602 0 0.683 -0.018 0.03 -0.001
Si 11.602 3.867 0.683 -0.008 -0.007 0.011
Si 11.602 -7.734 0.683 0.02 0.016 0.01
Si 11.602 -3.867 0.683 -0.057 -0.045 0.004
Si 1.267 4.17 21.738 0.008 0.009 0.032
Si 0.799 7.2 21.238 -0.01 -0.002 0.004
Si 1.339 -3.048 21.801 0.004 -0.002 0.01
Si 5.597 8.058 21.641 0 0 0.011
Si 5.607 -4.224 21.019 0.004 -0.001 0.003
Si 5.742 0.594 21.756 -0.007 0.002 0.022
Si 8.88 3.914 21.899 0.008 -0.003 0.028
Si 8.559 8.267 21.368 -0.003 -0.002 -0.006
Si 8.598 -4.157 21.117 -0.001 -0.002 -0.007
Si 8.884 0.729 21.911 0.011 -0.009 0.014
Si 13.569 3.689 21.807 -0.007 0.006 0.015
Si 13.489 8.161 21.871 -0.008 0.003 0.014
Si 13.901 -4.281 21.389 0.007 -0.009 0
Si 13.188 0.564 21.872 -0.006 -0.036 -0.023
Si 5.727 3.793 21.752 -0.011 -0.002 0.037
Si 4.278 0.014 19.154 0.002 0 -0.002
Si 3.703 -6.137 9.661 0.011 0.015 0.016
Si -3.865 -1.735 9.614 0.009 -0.013 0.006
Si -0.897 -1.332 10.243 0.008 0.001 0.001
Si -0.437 -8.951 9.27 -0.013 -0.015 -0.023
Si 6.718 -5.52 10.379 -0.001 0 -0.005
Si -0.179 1.669 9.83 -0.006 -0.001 -0.019
Si 2.95 1.848 9.785 -0.001 0.003 -0.001
Si 2.557 -8.94 9.364 0.016 -0.025 0.014
Si 4.273 -0.884 10.357 0.006 -0.005 -0.003
Si 6.727 -6.994 13.146 0 0.002 -0.002
Si 7.083 -0.161 11.436 0 -0.007 -0.005
Si -5.18 4.663 9.192 0.017 -0.004 0.027
Si -1.598 -6.147 9.44 -0.007 0.003 0.002
Si 10.061 -3.123 18.713 -0.001 -0.002 0.005
Si 12.415 -3.067 16.836 0 0 0.002
Si 1.198 -1.386 14.993 0 0 -0.003
Si 0.031 -3.09 12.77 -0.001 0.001 -0.005
Si 9.022 4.592 11.937 0.013 0.005 -0.004
Si 1.038 5.39 11.501 0 0.003 -0.004
Si 3.931 -1.242 13.312 0.002 -0.003 -0.006
Si 4.991 3.207 11.613 -0.004 -0.003 0.006
Si 6.236 -9.633 11.454 0.009 0.002 0.002
Si 4.355 -5.386 14.439 0.003 -0.002 -0.002
Si 6.555 5.502 16.833 -0.002 0.003 0.002
Si 0.502 1.643 14.995 -0.001 -0.002 0.007
Si -5.03 -9.058 13.97 -0.002 -0.002 0
Si -4.919 -3.812 11.501 0.001 0.002 -0.001
Si 8.413 -2.115 16.285 -0.002 -0.001 0.003
Si -4.877 -3.633 14.495 0.001 0 -0.001
Si 0.771 -0.016 21.375 -0.006 0.004 0.011
Si -0.526 3.091 12.509 -0.003 0 0.001
Si -4.366 -6.137 13.166 0.002 0.002 -0.002
Si 8.099 2.992 17.228 0.002 -0.001 0.001
Si -1.467 -5.788 12.515 -0.002 0.002 -0.001
Si 2.584 2.839 16.678 -0.002 0 0.002
Si 5.385 -2.774 15.524 0.001 -0.001 -0.001
Si -3.078 3.995 14.171 -0.001 -0.001 0.001
Si 1.303 9.019 18.721 -0.005 0.002 0.003
Si 2.935 -2.156 17.454 0.001 0.003 0.001
Si 9.771 4.679 19.081 0.002 0.002 0
Si -5.351 2.063 12.965 -0.001 -0.006 -0.004
Si 5.481 1.505 16.864 0 -0.003 0.002
Si 5.595 1.155 13.718 0 -0.001 -0.001
Si 13.641 2.749 16.761 0.002 -0.005 -0.003
Si 7.791 -2.809 10.425 -0.004 -0.002 0.007
Si 12.025 0.065 17.178 0.001 0 0.005
Si 9.532 0.702 15.575 0.001 0.002 -0.002
Si 3.637 5.58 16.85 0 0.002 0.002
Si 14.095 -4.969 18.453 -0.002 0.002 0.006
Si 0.962 -7.449 13.144 0.005 0.006 -0.004
Si 2.506 -4.823 12.138 0.001 0.005 -0.003
Si 12.559 7.834 18.911 0.001 -0.001 0.007
Si 3.079 -4.335 19.468 0.002 0.005 -0.001
Si 1.969 1.962 19.531 -0.003 -0.003 -0.006
Si 9.479 7.68 18.378 0 0.001 0.007
Si 10.938 -0.492 19.927 0.009 0.01 0.01
Si 8.346 7.685 15.673 0.001 0.001 -0.003
Si 5.071 5.862 19.457 0.001 0.003 -0.004
Si 2.273 8.19 15.861 0.002 0 0.001
Si 12.878 4.779 18.936 -0.003 0.001 0
O 1.714 8.087 22.262 0.002 0.006 0.005
O 1.628 0.786 22.508 -0.013 -0.013 -0.014
O 7.282 4.289 21.974 -0.004 0.003 -0.004
O 7.157 7.548 21.788 -0.001 0.004 0
O 5.052 -3.451 22.336 -0.002 -0.002 -0.001
O 9.291 -3.25 22.29 -0.001 -0.002 0.004
O 7.326 0.219 21.996 -0.002 0.002 -0.005
O 9.731 7.643 22.306 -0.003 0.002 -0.001
O -0.286 3.76 22.087 0 -0.002 -0.015
O 14.737 7.09 21.817 0.008 0.001 -0.001
O 12.678 -3.649 22.258 -0.004 0.006 -0.005
O -0.241 -3.426 21.725 0 0.004 0.006
O 14.678 -0.112 21.804 -0.018 0.019 0.001
O 1.361 2.218 9.709 0.008 0 0.008
O 1.071 -8.296 9.028 -0.007 0.008 -0.01
O -0.194 -5.607 8.795 0.006 0.004 -0.008
O -0.436 -2.225 8.95 0 -0.005 -0.006
O 1.932 -1.89 7.913 0.007 -0.003 0.003
O 3.012 -4.985 10.603 0.005 -0.004 0
O 5.727 -0.14 10.511 0.003 0.003 0.004
O 4.313 -1.872 9.049 -0.002 -0.002 0.001
O 9.138 5.564 8.436 -0.011 0.002 -0.017
O 5.288 -6.127 9.974 -0.011 0 -0.003
O 7.184 -6.071 11.862 -0.001 -0.003 0.004
O 7.908 -2.06 8.982 0 -0.003 0.002
O -3.742 5.361 8.783 -0.002 -0.01 0.007
O -2.896 -5.687 8.579 -0.002 0 -0.006
O 6.574 -3.892 10.414 -0.002 -0.001 0.002
O -5.092 -0.754 10.09 -0.003 0.001 -0.004
O 1.873 3.224 20.549 -0.004 0.001 -0.001
O 1.374 5.686 21.119 -0.001 -0.012 -0.003
O 2.77 9.552 19.217 0.004 0 0.005
O 2.219 -3.943 20.781 0 0.001 -0.001
O 4.283 -2.22 16.568 -0.001 0 0.002
O 1.434 -1.497 21.278 -0.001 0.004 0.003
O 0.89 0.809 19.97 0.005 0.003 0.01
O 3.478 1.362 19.599 0 0 0.006
O 4.966 7.204 20.385 0.001 -0.002 0.001
O 5.383 2.64 13.093 0.001 0 0
O 4.648 -3.963 19.725 -0.009 0.001 0.002
O 5.6 9.635 21.23 0.001 -0.001 0.003
O 5.656 2.195 21.383 0.004 -0.004 -0.01
O 9.581 4.798 20.7 0.004 0.008 -0.01
O 5.084 5.073 16.283 0 -0.001 0.002
O 8.816 8.171 19.776 0.002 0 0.005
O 8.477 9.838 21.777 0 0 0.001
O 8.879 -2.429 17.82 -0.001 0.001 -0.001
O 8.992 2.32 21.541 0 0 -0.007
O 9.569 -0.022 20.642 0.01 -0.007 -0.006
O 12.535 7.978 20.546 -0.001 -0.003 -0.003
O 13.226 4.639 20.523 0.005 -0.006 0
O 13.198 2.138 21.396 0.007 -0.004 -0.004
O 12.269 -0.258 20.81 0.019 0.025 0.031
O 11.186 -3.732 17.708 0.001 0 0.001
O -0.952 2.493 11.038 0.003 0 0.008
O -1.55 -7.777 9.503 -0.003 0.005 0.005
O -0.349 5.636 10.648 0.004 -0.004 0.015
O -1.762 -5.549 10.935 0.001 0 0.006
O -0.101 0.088 10.27 0.004 0.003 0.007
O 3.538 2.706 11.064 -0.001 0.003 0.005
O 2.288 5.302 10.434 -0.001 -0.001 -0.003
O 3.295 -7.673 10.091 0.012 0.012 0.001
O 3.12 0.247 10.117 -0.01 0.003 0.004
O 3.927 -1.698 11.737 -0.001 -0.002 0.009
O 6.069 2.703 10.47 0.002 0.004 -0.001
O 5.951 -9.091 9.944 0.005 -0.007 0.004
O 6.817 0.418 12.932 0.001 0.001 0.006
O 8.264 0.684 10.703 -0.002 0.001 -0.001
O -4.732 1.254 11.699 -0.003 0.006 0.011
O 8.872 3.421 18.587 0.001 0 0.005
O -5.28 4.82 10.82 -0.005 -0.006 0.007
O 9.317 5.539 13.204 -0.001 -0.003 0
O -3.844 -3.135 10.48 -0.001 0.002 0.001
O -5.528 -5.811 7.967 0.005 0.009 0.005
O 0.449 0.038 15.196 0.001 0.007 0.002
O 2.024 2.157 15.304 -0.001 0.001 0.004
O 1.392 -8.868 12.513 0.002 -0.005 0.003
O 0.791 4.048 12.363 0.002 -0.003 0.003
O 10.825 -2.08 19.681 -0.002 0.002 0.004
O 5.126 -2.037 14.09 0.002 0.001 0.006
O 6.857 -2.485 16.108 0.004 0.002 0.003
O -0.834 -4.419 13.093 -0.001 -0.002 0
O 5.189 -0.321 20.481 0.003 0.003 0.003
O 9.311 6.051 18.323 0 0 0.004
O 5.908 1.166 15.32 0 0.002 0.006
O 5.011 4.826 11.832 0.002 0.001 0
O 3.264 6.924 16.041 -0.002 0.002 0.003
O 3.198 9.453 15.401 -0.001 -0.001 0.003
O 11.086 0.268 18.495 0.001 -0.002 0.01
O 9.089 2.073 16.335 0.001 -0.003 0
O 9.469 0.983 13.982 0.003 0.008 0
O 5.256 -4.385 15.345 0 0.001 0.002
O 7.648 4.352 16.449 0.001 -0.001 0.002
O -1.762 3.909 13.205 -0.002 -0.001 0.004
O -2.774 -6.06 13.415 -0.002 -0.003 -0.001
O -4.706 -5.418 11.732 0.002 -0.002 0.006
O 2.49 -1.419 14.012 -0.004 0.001 0.005
O 13.748 -3.949 17.211 -0.001 0.001 0.001
O 11.983 -3.235 15.267 0 0 0.003
O 9.307 -2.993 15.246 0 0.002 0.004
O 4.143 2.418 16.852 0 0 0.004
O 8.552 -0.519 15.994 0 0.001 0.001
O 0.231 -5.208 18.634 0.002 -0.001 0.004
O 9.109 -3.663 10.791 0.006 -0.001 0.003
O -0.026 1.88 13.476 0.001 0 0.001
O 14.203 9.644 21.822 0.001 0.002 0.006
O -0.564 -7.121 12.724 -0.001 0.007 0
O 2.596 -3.59 18.114 0.001 -0.004 0.007
O 6.726 2.225 17.62 0.002 0.001 0.002
O 11.078 0.282 15.875 -0.002 0.001 0.001
O 5.197 0.214 17.815 0.002 0.003 0
O 5.091 4.573 20.457 -0.001 0.001 -0.006
O 13.454 9.011 18.228 0.001 0 0.003
O 1.122 -7.556 14.751 0 0.001 0.005
O 1.884 -6.255 12.569 0 0 0.005
O 15.067 2.498 16.039 -0.003 -0.002 0.002
O 5.313 -6.527 13.801 -0.002 0.003 0.005
O 11.32 4.374 18.701 0.003 0 0.006
O 2.504 4.459 16.549 0 -0.003 0.005
O 1.455 8.408 17.236 0 0.001 0
O 1.467 -3.579 12.173 0.002 -0.009 0.004
O -4.768 -7.702 13.108 0.004 0.01 0.001
O 4.212 0.359 13.409 0.002 0.001 0.003
O 11.055 8.052 18.346 -0.005 -0.001 0.003
O 7.02 6.806 15.999 -0.001 -0.001 0.004
O 0.777 7.883 19.76 0.003 0.002 0.003
O -4.187 2.952 13.633 0.001 0 0
O 6.388 5.815 18.454 0.003 -0.001 0.002
O 1.658 -1.815 16.499 0.001 -0.002 0.005
O -4.809 -3.06 12.958 0 0.002 0.005
O 12.657 -1.459 17.145 0 0 0.003
O 8.725 8.414 17.108 -0.001 0.003 0.002
O 9.727 6.848 15.369 0.001 0 0.005
O 13.79 3.737 18.059 -0.001 0.001 0.005
O 9.448 -4.242 19.724 0.001 0.003 0.003
O 3.186 -1.121 18.704 0 -0.002 0.003
O 7.891 -6.943 14.323 0.002 -0.002 0.003
O 13.515 -4.243 19.806 -0.001 0 -0.001
O -3.671 5.526 14.183 0.003 -0.001 0.003
O 3.758 5.833 18.473 -0.003 -0.002 0.004
O 13.128 6.345 18.506 0 -0.002 0.004
O 13.132 1.255 17.189 0.002 0.005 0.002
O 1.702 2.382 17.98 0.002 0.003 0
O 7.099 -3.642 20.724 0 0.001 0.008
O 8.933 3.05 12.436 0.005 -0.01 0.004
O 7.598 4.966 11.304 -0.016 0.006 0.001
O 0.14 -2.369 14.236 0 0 0.003
O 3.696 -4.517 13.216 -0.007 -0.002 -0.001
O 12.685 3.542 15.705 0.003 -0.001 0.003
O 7.712 -5.957 9.161 0.001 0 0
O -5.061 -5.27 14.382 0.002 0 0.003
O -0.661 -2.119 11.651 0.002 -0.002 0.006
O 7.537 -1.717 11.6 -0.002 0.003 0.002
O -2.47 -0.966 9.993 -0.009 -0.002 0
O 6.442 -8.497 12.582 0.001 -0.002 0.001

Results
free energy: -281415.086 eV
free energy less fixed offsets of O -568.88, Si -635.61 eV per atom: -13.246 eV

The program warned: the cutoff lies below the one the program advises for these potential files; the forces do not sum to zero within the program's tolerance; the exchange-correlation potential is rough where the density is thin.
